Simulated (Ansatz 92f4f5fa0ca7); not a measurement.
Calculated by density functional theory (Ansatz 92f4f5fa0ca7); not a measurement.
Periodic cell of 220 atoms, Si132O88, from a study of silicon, its oxide and their interface. The atomic structure is a simulated model.
Doubt: the cutoff is far below the 930 eV that the study's wrapper takes by default for these files, so forces and energies are approximate.
This geometry differs little from another in the collection (a relaxation step or a small displacement).

Settings
functional: PBE
potential files: Ansatz PAW
basis: plane waves
wave-function cutoff: 580 eV
density cutoff ratio: 5
exchange-correlation grid ratio: 1
k mesh: 1 x 1 x 1, Gamma-centred
self-consistency stop: 5e-08 eV per atom in the density residual
occupations: fixed
spin: none
net charge: 0

Cell vectors (angstrom)
a 10.938 0 0
b 0 10.938 0
c 0 0 32.5295

Atoms: element, x, y, z (angstrom)
Si -0.2513 0.2831 25.1366
Si 5.6658 -0.2977 25.1187
Si 2.3647 2.9878 25.0632
Si 8.4696 2.508 25.1036
Si 0.1317 5.2352 24.9213
Si 5.2229 5.7821 25.072
Si 2.9778 8.0009 25.006
Si 7.8997 8.419 25.0493
Si 1.3013 1.4283 26.4633
Si 6.8239 1.357 26.3558
Si 4.046 4.1304 26.3073
Si 9.5815 4.116 26.394
Si 1.3291 6.8307 26.2583
Si 6.7853 6.879 26.4346
Si 4.0823 9.5304 26.4324
Si 9.5215 9.5733 26.3518
Si 2.7176 0.0187 27.7407
Si 8.1873 0.0056 27.7559
Si -0.032 2.7785 27.8142
Si 5.4407 2.7552 27.695
Si 2.6996 5.4934 27.7151
Si 8.1887 5.4836 27.7331
Si -0.0079 8.2032 27.6898
Si 5.4487 8.2167 27.815
Si 4.1018 1.3673 29.1112
Si 9.5708 1.3673 29.1112
Si 1.3673 4.1018 29.1112
Si 6.8362 4.1018 29.1112
Si 4.1018 6.8362 29.1112
Si 9.5708 6.8362 29.1112
Si 1.3673 9.5708 29.1112
Si 6.8362 9.5708 29.1112
Si 0 0 30.4785
Si 5.469 0 30.4785
Si 2.7345 2.7345 30.4785
Si 8.2035 2.7345 30.4785
Si 0 5.469 30.4785
Si 5.469 5.469 30.4785
Si 2.7345 8.2035 30.4785
Si 8.2035 8.2035 30.4785
Si 1.3673 1.3673 31.8457
Si 6.8362 1.3673 31.8457
Si 4.1018 4.1018 31.8457
Si 9.5708 4.1018 31.8457
Si 1.3673 6.8362 31.8457
Si 6.8362 6.8362 31.8457
Si 4.1018 9.5708 31.8457
Si 9.5708 9.5708 31.8457
Si 2.7345 0 0.6835
Si 8.2035 0 0.6835
Si 0 2.7345 0.6835
Si 5.469 2.7345 0.6835
Si 2.7345 5.469 0.6835
Si 8.2035 5.469 0.6835
Si 0 8.2035 0.6835
Si 5.469 8.2035 0.6835
Si 4.1018 1.3673 2.0507
Si 9.5708 1.3673 2.0507
Si 1.3673 4.1018 2.0507
Si 6.8362 4.1018 2.0507
Si 4.1018 6.8362 2.0507
Si 9.5708 6.8362 2.0507
Si 1.3673 9.5708 2.0507
Si 6.8362 9.5708 2.0507
Si 0 0 3.418
Si 5.469 0 3.418
Si 2.7345 2.7345 3.418
Si 8.2035 2.7345 3.418
Si 0 5.469 3.418
Si 5.469 5.469 3.418
Si 2.7345 8.2035 3.418
Si 8.2035 8.2035 3.418
Si 1.4303 1.3004 4.7812
Si 6.8594 1.3721 4.8637
Si 4.1756 4.0385 4.7972
Si 9.5791 4.0725 4.7741
Si 1.4082 6.7966 4.7495
Si 6.776 6.8728 4.7356
Si 4.1234 9.5631 4.8329
Si 9.5602 9.6144 4.7422
Si 2.8197 -0.0148 6.2677
Si 8.2663 0.0227 6.2376
Si 0.0364 2.6686 6.0919
Si 5.5695 2.7596 6.3287
Si 2.7685 5.4049 6.0978
Si 8.15 5.4881 6.0072
Si 0.0497 8.238 5.9884
Si 5.4688 8.1976 6.2335
Si 3.9305 1.6324 7.6305
Si 9.9916 1.088 7.5323
Si 1.612 3.7951 7.3783
Si 6.7194 4.4892 7.5876
Si 4.2944 6.5304 7.4687
Si 9.3562 7.086 7.1522
Si 1.1956 9.658 7.4492
Si 7.1651 9.2958 7.491
O 1.2729 4.103 24.4897
O 6.7954 9.5601 24.568
O 2.7407 2.73 7.9225
O 8.3103 8.157 7.8613
O 5.4823 5.5094 8.0093
O 0.0906 -0.1457 7.904
O 4.1069 6.8816 24.5337
O 9.5698 1.3818 24.5848
O 1.642 8.8633 8.8346
O 0.8891 4.2634 8.7765
O 9.7632 1.7562 9.0442
O 6.6551 9.8672 8.9608
O 4.4551 1.2326 9.1493
O 3.4612 6.9522 8.827
O 7.5476 4.2093 9.013
O 10.0541 6.233 8.3445
O 2.9085 2.1372 23.7638
O 4.838 0.248 23.8094
O 7.9252 3.3017 23.768
O 10.3022 5.769 23.5463
O 8.4248 7.655 23.6939
O 2.4382 8.7535 23.644
O 6.0591 5.252 23.7539
O 0.5706 10.6332 23.8566
Si 3.2063 9.2649 11.9217
Si 8.207 4.7965 10.3917
Si 7.0684 4.7508 17.4946
Si 4.2962 1.6041 23.1005
Si 12.3567 3.3616 19.2328
Si 8.009 -2.9538 14.5459
Si 1.0889 9.3705 22.9622
Si 4.0217 12.9312 20.0856
Si -2.3695 2.9563 12.6629
Si -3.927 14.186 20.1355
Si 1.1016 -4.4897 18.6596
Si 0.8601 11.203 12.4685
Si 10.3223 9.7759 14.8752
Si -6.0144 3.1194 16.0565
Si 7.1815 10.2619 10.455
Si 0.666 17.6603 15.5603
Si -1.3864 4.2031 15.4354
Si -0.001 5.4413 9.4239
Si 5.0056 7.4348 13.5039
Si 6.5601 3.8609 23.0784
Si 7.4208 7.6798 17.4195
Si 9.8051 1.065 10.5284
Si 2.1413 11.6392 18.1951
Si 9.7821 1.865 19.7699
Si 4.6259 0.7857 10.7011
Si 3.0038 2.2259 13.0244
Si 2.2041 7.5658 9.6503
Si 5.862 9.6501 15.6388
Si 3.1549 5.0326 14.4476
Si 9.7096 7.1336 22.8226
Si 11.2611 10.1963 20.2152
Si 7.3014 -3.5934 11.7727
Si -1.3919 7.5496 19.7481
Si 3.5907 0.5546 15.759
Si 9.6212 12.3697 16.5699
Si 7.0556 1.5043 14.7783
O 4.2963 9.985 15.7436
O 10.2358 -0.0489 16.1005
O 8.6748 -0.0933 10.4984
O 0.1525 8.2892 15.0382
O 4.3711 -4.7883 14.2127
O 2.8202 14.0674 20.1097
O 1.8516 6.0002 14.6073
O -1.7826 14.834 13.8598
O -2.8738 1.5389 16.0429
O -1.0879 4.7901 10.4511
O 10.3502 -4.4664 18.8614
O 8.3025 7.4005 16.0177
O -3.1897 1.7118 13.3298
O 3.4297 12.1771 14.2827
O 1.3358 9.9278 21.4647
O 8.1835 7.136 13.1785
O 8.2742 2.2178 20.3244
O 10.2176 9.0053 19.9309
O 4.0703 1.2727 21.5425
O -3.703 8.9109 11.3824
O 6.8227 4.1126 21.5033
O 8.1936 7.9085 18.8091
O 12.1239 10.541 18.8822
O 6.5497 6.3105 17.4984
O -2.7125 4.4935 16.3652
O 9.638 2.203 11.686
O 10.7603 10.7068 13.6093
O 5.9381 2.7117 14.8209
O 6.4566 10.9154 14.8368
O -0.525 16.5253 15.4195
O -2.1856 -1.534 14.4556
O 3.9939 1.8723 11.7554
O -7.3733 11.7698 19.0132
O 2.7546 7.9476 11.1267
O 5.7933 6.8982 12.2109
O 1.8803 -3.6249 19.6753
O 6.2105 8.2715 14.5451
O 9.2257 6.9571 21.2657
O 1.4665 12.7054 12.719
O -0.0644 8.2412 22.9675
O 6.5336 9.0412 16.9899
O -3.4249 4.2972 18.981
O 2.2639 0.2401 16.615
O -0.0329 3.0562 19.9851
O 1.4157 4.807 18.5612
O 3.9557 10.2433 10.8762
O 5.404 2.7601 23.3342
O 3.6708 4.1094 15.6944
O 5.5563 13.4818 19.7815
O -3.2604 3.9174 11.6688
O 4.0978 8.7179 13.186
O 6.2045 0.5037 11.0342
O 9.5981 1.4835 18.1769
O -0.6304 13.76 15.9628
O 4.4528 1.6576 16.6084
O 1.4924 13.1287 18.074
O 5.7523 -7.0666 17.1901
O 1.0352 6.511 10.0648
O 1.2382 6.9045 17.0308
O 2.0065 10.069 12.6073
O 7.7828 6.3767 10.5889
O 11.1788 0.2797 10.9577
O 10.3158 11.4955 20.574
O 3.0188 3.8629 13.2694

Results
free energy: -133959.390 eV
free energy less fixed offsets of O -568.88, Si -635.61 eV per atom: 2.570 eV

Forces (eV/angstrom), in the order of the atoms: element, x, y, z
Si -0.0033 0.0056 -0.0008
Si 0.003 -0.0049 -0.0108
Si -0.0024 0.0016 -0.0054
Si 0.0045 -0.0022 -0.0159
Si 0.0036 -0.0126 -0.0158
Si 0.0021 0.0005 -0.0037
Si 0.0093 -0.0028 -0.0052
Si -0.0079 0.0064 -0.0037
Si -0.0028 0.0018 0.0011
Si -0.0006 -0.0009 0.0064
Si -0.0029 0.0014 0.0009
Si 0.0006 -0.001 0.0068
Si 0.0001 0.0019 0.0063
Si -0.0034 0.0026 0.0029
Si -0.0002 -0.0003 0.0053
Si -0.0022 0.0023 0.0018
Si 0.001 -0.0032 -0.0013
Si 0.0003 -0.0009 -0.0016
Si 0.0017 -0.0006 -0.0006
Si 0.001 -0.0009 -0.0004
Si 0.0031 -0.0033 0.0013
Si -0.0007 0.0007 -0.0013
Si -0.0008 -0.0004 -0.0011
Si 0.0016 -0.0011 -0.0029
Si 0.0391 0.1034 -0.1681
Si -0.191 -0.0259 0.265
Si 0.1174 0.2919 0.2599
Si -0.1147 -0.0279 -0.2396
Si -0.2877 -0.1712 0.193
Si 0.0669 0.0579 -0.2163
Si -0.1115 -0.0724 -0.2342
Si 0.0286 0.1576 0.3529
Si -0.0305 -0.0167 -0.0205
Si 0.0817 -0.0106 0.0058
Si 0.0195 0.0446 -0.0214
Si -0.0229 -0.1178 0.0056
Si 0.0753 0.0057 -0.0028
Si -0.0709 -0.0425 -0.0142
Si 0.0166 -0.0667 0.0006
Si 0.0156 0.0347 -0.022
Si 0.0005 -0.001 -0.0203
Si -0.0274 0.0651 -0.0038
Si 0.0216 -0.0262 0.0017
Si 0.0181 0.0619 -0.0385
Si -0.0876 0.004 -0.0199
Si 0.015 0.0212 -0.0257
Si -0.0422 0.0202 -0.0288
Si -0.0083 -0.013 -0.0072
Si 0.0434 -0.0416 0.0279
Si -0.0023 -0.0063 0.0088
Si -0.0245 -0.0255 0.0123
Si 0.02 -0.0357 0.0294
Si -0.001 0.0492 0.0011
Si 0.0043 -0.0442 0.0241
Si 0.0666 -0.0146 0.0206
Si -0.0044 -0.0056 0.0172
Si -0.0516 0.0716 0.0042
Si 0.0609 0.0345 0.0061
Si -0.0217 0.0305 0.0189
Si -0.0084 0.058 0.023
Si -0.0265 -0.0575 -0.0155
Si -0.0209 0.0206 0.0278
Si -0.09 0.0132 0.0122
Si 0.0795 0.0104 -0.0074
Si 0.1929 0.0896 -0.3277
Si 0.1256 0.0722 0.4579
Si 0.2977 -0.2475 0.0485
Si -0.0927 -0.1878 0.0998
Si -0.0006 -0.1828 -0.086
Si -0.2062 -0.1116 -0.2725
Si 0.255 0.0763 0.0556
Si -0.1368 0.1737 -0.1883
Si -0.0023 0.0037 -0.0003
Si 0.0014 0.0012 0.0028
Si -0.0054 0.0034 0.0004
Si -0.0047 0.0037 -0.0002
Si -0.0017 -0.0007 0.0008
Si -0.0013 0.0044 0.0037
Si -0.0006 0.0011 0.0021
Si -0.0012 0.0022 0.0104
Si 0.0013 -0.002 -0.0048
Si 0.0028 -0.0095 0.0003
Si 0.0034 -0.0062 0.0049
Si 0.0038 -0.0025 -0.0049
Si 0.0022 -0.0025 0.0051
Si 0.0022 -0.0037 -0.0109
Si 0.0005 0.0047 -0.0078
Si 0.0047 -0.0046 0.0032
Si -0.0012 -0.0015 0.0121
Si -0.0016 0.0019 -0.0074
Si 0.0029 -0.0011 -0.0025
Si -0.0033 0.0012 0.0199
Si 0.0023 0.0027 -0.0312
Si -0.0062 0.0047 0.0124
Si -0.0041 0.0069 0.0011
Si -0.0038 0.0052 -0.0066
O -0.0037 0.0077 0.0026
O 0.0019 -0.0015 0.0029
O -0.0016 0.0021 -0.0016
O 0.0064 -0.0057 -0.0027
O 0.0078 -0.0057 0.0007
O 0.0046 -0.0053 0.0015
O -0.0053 0.006 0.0026
O -0.0016 -0.0015 0.0042
O -0.0053 0.0054 -0.0079
O 0.0054 -0.009 -0.0059
O -0.0061 0.0122 -0.018
O -0.0047 0.0013 -0.0137
O -0.0006 -0.0057 0.0044
O 0.0079 -0.0051 0.0182
O -0.0034 0.0002 -0.0114
O -0.0069 0.0057 -0.0112
O -0.0028 0.0013 0.0033
O 0.0036 -0.0053 0.0092
O 0.0019 -0.0017 0.0075
O 0.0035 0.0009 0.0054
O 0.0012 0.0003 0.0035
O 0.0018 -0.003 0.0039
O -0.0023 0.0025 0.0062
O 0.0004 -0.0011 -0.0006
Si -0.0387 0.0282 -0.0357
Si 0.0008 -0.0015 0.0054
Si 0.0021 -0.0054 -0.0059
Si 0.0009 0.0038 -0.0037
Si 0.007 -0.0171 0.0031
Si 0.0052 0.002 -0.0009
Si 0.0004 0.0094 -0.0021
Si 0.0028 -0.0016 -0.004
Si 0.0008 -0.0006 -0.0003
Si -0.0039 -0.0003 0.0004
Si -0.0285 0.002 0.031
Si 0.0163 -0.0216 0.0282
Si -0.003 0.0021 -0.0029
Si 0.0012 0.0002 0.0027
Si -0.0464 0.015 -0.0059
Si -0.0024 -0.0006 -0.0197
Si -0.0006 -0.0012 -0.0035
Si -0.0033 -0.0034 0.009
Si 0.0226 0.007 0.0069
Si 0.0002 -0.0006 -0.0085
Si 0.0027 0.0047 0.0038
Si 0.0135 0.018 0.0189
Si 0.0021 -0.0119 0.0014
Si -0.0018 -0.0008 -0.0009
Si 0.0042 -0.0248 0.0158
Si -0.0153 -0.0053 -0.0082
Si -0.0107 -0.0006 0.0152
Si 0.0019 -0.0087 -0.0003
Si -0.0085 0.0008 -0.0014
Si -0.0079 -0.0021 -0.0009
Si 0.0039 0.0042 -0.0045
Si 0.0068 -0.0054 -0.0007
Si 0.0068 -0.0181 -0.0153
Si -0.0028 0.0001 -0.0031
Si 0.0011 0.0009 -0.002
Si 0.003 0.0011 -0.0037
O 0.0013 -0.0015 -0.0007
O 0.0002 -0.0019 -0.0017
O 0.0397 -0.0138 0.0202
O -0.0007 -0.0018 0.0054
O -0.0127 -0.0205 0.0143
O -0.007 0.0049 -0.0032
O 0.01 -0.0025 0.0017
O -0.0002 0.0008 0.0001
O 0.0001 -0.0003 0.0024
O 0.0013 0.0017 -0.0017
O 0.0131 -0.0007 -0.0094
O -0.0003 -0.0004 -0.0002
O -0.0017 -0.0016 0.003
O -0.0004 0.0038 0.0007
O -0.0014 -0.0094 -0.0026
O 0.004 -0.0019 0.0032
O 0.0021 -0.0011 -0.0005
O 0.001 0.0051 0.001
O -0.0005 -0.0004 0.0025
O -0.0108 -0.0066 0.012
O 0.0002 -0.0013 0.0045
O 0.0043 -0.0065 -0.0034
O -0.0024 0.0044 0.0033
O -0.0036 0.0072 -0.0013
O 0.0021 0.0005 0
O 0.0019 -0.0043 -0.0015
O 0.0349 0.0021 -0.033
O 0.0018 -0.0013 -0.0018
O 0.001 -0.0025 0.0007
O -0.0026 -0.0016 0.0012
O 0.0062 -0.0014 0.0024
O -0.0045 -0.015 -0.0007
O -0.0012 0.001 0.001
O 0.0124 0.0644 0.0294
O -0.0055 -0.014 -0.0057
O -0.0048 0.0267 0.0522
O -0.0079 0.0075 0.0001
O 0.002 -0.0018 -0.0073
O 0.0203 -0.0136 0.005
O 0.0023 -0.0002 0.0001
O 0.0007 0.0014 -0.0034
O 0.0056 -0.0006 0.0082
O 0.0003 0.0004 0.0026
O -0.0017 0.003 -0.0003
O -0.0027 -0.0179 -0.0155
O -0.0232 -0.0091 0.0518
O 0.0002 -0.0008 0.001
O -0.0017 -0.0002 0.0009
O 0.0024 -0.0004 0.0003
O 0.0002 0.0013 -0.0022
O -0.02 0.021 -0.0077
O -0.0317 -0.0037 -0.0131
O 0.0009 -0.0005 0.0018
O 0.0001 0.0001 0.0016
O 0.0018 0.0019 0.004
O -0.0019 0.0102 0.0025
O -0.0041 -0.0038 -0.0023
O 0.0081 0.0057 -0.0006
O 0.0052 0.0123 -0.0265
O 0.0383 0.0073 -0.0437
O -0.0001 -0.0004 -0.0026
O 0.0098 0.0019 -0.0039
O 0.0028 -0.0001 -0.0005
O 0.0014 -0.0097 -0.0016

The program warned: the cutoff lies below the one the program advises for these potential files; the forces do not sum to zero within the program's tolerance; the exchange-correlation potential is rough where the density is thin.
